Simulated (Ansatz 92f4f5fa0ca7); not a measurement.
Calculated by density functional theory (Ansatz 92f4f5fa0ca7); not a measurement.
Periodic cell of 215 atoms, Si132O82P1, from a study of silicon, its oxide and their interface. The atomic structure is a simulated model.
Doubt: the cutoff is far below the 930 eV that the study's wrapper takes by default for these files, so forces and energies are approximate.

Settings: functional PBE; potential files Ansatz PAW; basis plane waves; wave-function cutoff 580 eV; density cutoff ratio 5; exchange-correlation grid ratio 1; k mesh 1 x 1 x 1, Gamma-centred; self-consistency stop 5e-08 eV per atom in the density residual; occupations fixed; spin none; net charge +1 e, with a uniform compensating background and no finite-size correction.

Cell vectors (angstrom)
a, 10.938, 0, 0
b, 0, 10.938, 0
c, 0, 0, 31.5432

Atoms: element, x, y, z (angstrom)
Si, 10.4331, 0.5749, 24.3361
Si, 6.04, 10.5002, 24.1433
Si, 2.1271, 3.2498, 24.0801
Si, 8.7043, 2.2595, 24.3006
Si, 0.4961, 5.0541, 24.1597
Si, 5.0471, 5.8995, 24.1946
Si, 3.3897, 7.6529, 24.1588
Si, 7.8278, 8.8293, 23.9906
Si, 1.3433, 1.4774, 25.4486
Si, 6.9121, 1.3077, 25.486
Si, 4.025, 4.1019, 25.3223
Si, 9.6584, 4.1031, 25.4151
Si, 1.4909, 6.8165, 25.3653
Si, 6.8946, 6.949, 25.2415
Si, 4.2252, 9.536, 25.3413
Si, 9.5318, 9.6403, 25.4278
Si, 2.7764, 0.0059, 26.6505
Si, 8.2161, -0.0264, 26.9346
Si, 0.0123, 2.7701, 26.9107
Si, 5.4459, 2.739, 26.6716
Si, 2.7523, 5.4366, 26.8358
Si, 8.2183, 5.5261, 26.6369
Si, 0.0369, 8.2103, 26.6584
Si, 5.5504, 8.1997, 26.7931
Si, 4.1059, 1.367, 28.0694
Si, 9.589, 1.3715, 28.2659
Si, 1.3868, 4.1247, 28.2651
Si, 6.8311, 4.1424, 28.0199
Si, 4.1601, 6.8214, 28.1492
Si, 9.5933, 6.8533, 28.0496
Si, 1.395, 9.5891, 28.0416
Si, 6.8385, 9.5338, 28.2645
Si, 0.0502, -0.0217, 29.5327
Si, 5.4414, 0.0181, 29.4959
Si, 2.7682, 2.7093, 29.5315
Si, 8.1684, 2.7774, 29.483
Si, -0.0224, 5.512, 29.5027
Si, 5.5058, 5.4543, 29.5118
Si, 2.7489, 8.2182, 29.4532
Si, 8.2506, 8.1665, 29.5355
Si, 1.3944, 1.3551, 30.9134
Si, 6.8134, 1.3843, 30.8429
Si, 4.1294, 4.0894, 30.8944
Si, 9.5504, 4.126, 30.8486
Si, 1.3718, 6.8642, 30.8358
Si, 6.8662, 6.8092, 30.9055
Si, 4.0912, 9.581, 30.8513
Si, 9.6013, 9.5531, 30.9032
Si, 2.7522, -0.032, 0.7308
Si, 8.1804, 0.0169, 0.6714
Si, -0.0325, 2.7525, 0.6786
Si, 5.4868, 2.7128, 0.7236
Si, 2.7162, 5.4886, 0.6721
Si, 8.2212, 5.4362, 0.7379
Si, 0.041, 8.1837, 0.7213
Si, 5.4593, 8.2154, 0.681
Si, 4.1308, 1.329, 2.0854
Si, 9.516, 1.3955, 2.0463
Si, 1.3288, 4.1318, 2.0476
Si, 6.8581, 4.0561, 2.0971
Si, 4.0643, 6.8714, 2.0456
Si, 9.6182, 6.7972, 2.0724
Si, 1.3876, 9.5454, 2.1014
Si, 6.8254, 9.5809, 2.0652
Si, -0.0575, -0.001, 3.3251
Si, 5.4807, -0.0217, 3.5243
Si, 2.7005, 2.7248, 3.3255
Si, 8.1908, 2.7009, 3.5529
Si, -0.0068, 5.4626, 3.5417
Si, 5.4487, 5.4789, 3.3097
Si, 2.7356, 8.1966, 3.5399
Si, 8.2436, 8.1843, 3.3574
Si, 1.2967, 1.3637, 4.6807
Si, 6.8514, 1.2968, 4.9452
Si, 4.0727, 4.1144, 4.6686
Si, 9.5693, 4.0827, 4.9313
Si, 1.3545, 6.833, 4.9363
Si, 6.8467, 6.8058, 4.6871
Si, 4.1209, 9.5571, 4.9172
Si, 9.5845, 9.5606, 4.7524
Si, 2.6192, 0.0288, 6.1203
Si, 8.2742, -0.1241, 6.288
Si, 0.0019, 2.6469, 6.2179
Si, 5.3969, 2.7684, 6.1084
Si, 2.7688, 5.4175, 6.1794
Si, 8.109, 5.4673, 6.2139
Si, -0.0057, 8.2872, 6.273
Si, 5.5694, 8.1173, 6.1788
Si, 3.5039, 1.9052, 7.2136
Si, 10.0589, 0.8361, 7.4875
Si, 1.7997, 3.6316, 7.3713
Si, 6.2367, 4.5281, 7.4251
Si, 4.6499, 6.2905, 7.2927
P, 9.1016, 7.2751, 7.2831
Si, 0.8983, 10.1458, 7.5526
Si, 7.4227, 8.9051, 7.453
O, 4.6122, 6.6025, 8.9191
O, 1.3691, 3.9688, 8.9447
O, 9.6902, 6.5535, 8.6693
O, 1.3141, 10.1185, 9.1798
O, 6.0754, 4.2061, 9.0576
O, 3.7165, 1.5567, 8.8026
O, 7.1903, 8.9397, 9.1034
O, 9.6798, 1.0729, 9.087
O, 8.2562, 2.5247, 22.7343
O, 10.9964, 5.549, 22.6374
O, 5.6301, 0.0796, 22.6291
O, 5.2871, 5.406, 22.6295
O, 2.139, 2.8053, 22.4743
O, 3.3201, 7.8504, 22.5054
O, 8.3722, 8.7428, 22.4089
O, -0.1804, 11.2368, 22.7456
Si, 2.1474, 3.0063, 12.8894
Si, 8.6904, 1.2795, 10.3577
Si, 1.0633, 4.5096, 15.3578
Si, 7.5585, 5.5629, 12.1932
Si, 2.4059, 8.1853, 21.2063
Si, 5.4179, 7.7547, 12.47
Si, 9.26, 0.4577, 15.4865
Si, 2.9072, -0.0433, 16.6457
Si, 10.4693, 1.1742, 12.604
Si, 7.762, 2.8304, 21.2298
Si, 9.1143, 8.7864, 14.4378
Si, 1.4523, 4.7997, 10.3433
Si, 4.475, 9.4886, 19.1277
Si, 11.0667, 6.0992, 21.1075
Si, 6.6035, 10.4538, 14.8365
Si, 5.3835, 0.732, 21.1684
Si, 2.3545, 9.7912, 10.4056
Si, 0.421, 10.6342, 21.3826
Si, 5.851, 5.2512, 21.1242
Si, 3.6444, 7.0807, 10.1126
Si, 9.0471, 5.6936, 14.8341
Si, 3.6625, 4.0772, 19.0913
Si, 10.022, 3.6673, 19.3047
Si, 4.2585, 8.6667, 15.3554
Si, 0.4486, 1.917, 17.1499
Si, 6.786, 7.5326, 19.2372
Si, 5.2514, 3.6223, 16.7318
Si, 7.7782, 5.017, 17.507
Si, 6.702, 9.8729, 10.3639
Si, 4.4048, 1.007, 10.1395
Si, -0.049, 9.0932, 11.8753
Si, 9.0928, 8.6305, 20.935
Si, 4.5422, 1.6732, 14.5662
Si, 2.4392, 2.083, 21.0438
Si, 6.3413, 3.3006, 10.387
Si, 3.4319, 5.919, 16.7376
Si, 9.8418, 6.5723, 10.3137
O, 0.1171, 2.6305, 18.5772
O, 2.9222, 9.6283, 15.5696
O, 10.8508, 4.8083, 20.1339
O, 7.5619, 2.3452, 9.9097
O, 10.8989, 5.3877, 10.7439
O, 6.5777, 6.6819, 12.8718
O, 10.2859, 8.0997, 10.7216
O, 7.6466, 9.4576, 13.9868
O, 8.3883, 6.232, 10.9568
O, 5.3504, 10.4943, 20.0559
O, 2.1431, 3.7829, 11.4376
O, 7.9668, 8.5446, 19.7514
O, 6.2003, 6.724, 20.5327
O, 5.5021, 2.7134, 15.4017
O, 1.2988, 0.9253, 20.6966
O, 6.0923, 8.9821, 11.5974
O, 4.6059, 4.985, 16.102
O, 6.5911, 3.9074, 17.6214
O, 10.5657, 10.6854, 11.8166
O, 5.5686, 0.5018, 13.9774
O, 8.0081, 5.0957, 15.9094
O, 9.731, 9.8192, 15.5522
O, -0.3975, 5.162, 15.1458
O, 1.5599, 6.8422, 20.7903
O, 1.494, 0.6343, 17.1676
O, 6.5855, 1.7774, 20.8059
O, 1.002, 1.833, 12.8354
O, 3.2603, 5.4984, 18.3326
O, 9.5126, 2.0083, 11.5794
O, 1.0123, 3.0972, 16.1736
O, 8.6233, 5.1531, 13.3572
O, 10.2314, 8.5678, 13.2643
O, 1.4368, 9.4012, 21.6888
O, 10.0729, 9.9314, 20.604
O, 3.2066, 0.1731, 10.9207
O, 5.0916, 2.3243, 10.8562
O, 1.7466, 4.1847, 13.9267
O, 7.9597, 10.8149, 10.8364
O, 9.1305, 4.4744, 18.2093
O, 5.6295, 9.5079, 15.7699
O, 5.5559, -0.0768, 9.7702
O, 3.5847, 2.3319, 13.3864
O, 1.9683, 5.652, 16.0779
O, 9.706, 1.0588, 14.0333
O, 4.366, 6.9244, 11.5513
O, 4.7596, 4.4683, 20.2192
O, 9.9467, 1.3381, 16.6445
O, 6.7192, 4.2681, 11.6525
O, 5.5728, 8.4056, 18.5735
O, 9.06, 2.7402, 20.2467
O, 3.5883, 1.1329, 15.7644
O, 4.2147, 3.0735, 17.8973
O, 9.9047, 7.2161, 20.8899
O, 3.3596, 8.6564, 9.8148
O, 3.9369, 7.4257, 16.3716
O, 7.626, 0.484, 15.6863
O, 8.9181, 7.3055, 15.0376
O, 3.9223, 1.434, 21.1579
O, 1.582, 9.0962, 11.6891
O, 2.3145, 6.1607, 10.122
O, 7.3423, 6.4633, 18.1313
O, 7.2199, 4.367, 21.1358
O, 4.5653, 8.2363, 13.7935
O, 3.323, 8.6744, 19.9573
O, 2.4919, 3.2349, 19.8683
O, 3.7338, 10.365, 17.9592

Results
free energy: -131309.793 eV
free energy less fixed offsets of O -568.88, P -755.39, Si -635.61 eV per atom: -5.723 eV

Forces (eV/angstrom), in the order of the atoms: element, x, y, z
Si, 0.0431, -0.0134, -0.1365
Si, -0.0267, 0.0688, -0.1158
Si, 0.0014, -0.0572, -0.1499
Si, -0.0696, 0.0127, -0.1249
Si, -0.0321, 0.0578, -0.1298
Si, 0.0486, -0.0574, -0.1478
Si, -0.023, 0.0177, -0.1427
Si, 0.0554, -0.0325, -0.1577
Si, -0.021, 0.0352, 0.0754
Si, 0.0235, -0.0324, 0.0883
Si, -0.0302, 0.0081, 0.041
Si, 0.0385, -0.0312, 0.0608
Si, 0.0134, -0.0198, 0.0617
Si, -0.0109, 0.0222, 0.0196
Si, 0.0135, -0.0202, 0.0401
Si, -0.0571, 0.0113, 0.093
Si, 0.005, 0.0168, -0.1388
Si, 0.0128, -0.0041, 0.207
Si, 0.0086, -0.0053, 0.1995
Si, 0.0071, -0.0122, -0.1108
Si, 0.0031, 0.0027, 0.1273
Si, 0.0219, 0.0102, -0.1235
Si, 0.0269, 0.0268, -0.1213
Si, 0.0173, 0.0131, 0.0952
Si, -0.0061, 0.0398, 0.0621
Si, -0.0067, -0.0023, -0.359
Si, 0.0022, -0.0577, -0.3483
Si, 0.0171, -0.0595, 0.1166
Si, -0.0929, 0.0279, -0.0999
Si, -0.0244, 0.0048, 0.0858
Si, -0.0451, 0.002, 0.12
Si, 0.0651, 0.0822, -0.3373
Si, 0.0414, -0.0493, 0.0162
Si, -0.008, 0.0133, 0.0492
Si, 0.0237, -0.0254, 0.0537
Si, -0.0507, 0.0428, -0.0119
Si, -0.0155, 0.0158, 0.0518
Si, 0.0243, -0.0351, 0.0036
Si, 0.0278, -0.0225, -0.0532
Si, 0.0304, -0.0379, 0.0682
Si, -0.0001, -0.0086, 0.0201
Si, 0.0199, 0.0313, -0.0018
Si, 0.0086, 0.0106, -0.0003
Si, -0.0209, -0.0161, -0.0022
Si, 0.0186, 0.0293, -0.0133
Si, -0.0235, -0.0165, 0.0141
Si, -0.0342, -0.0227, 0.0088
Si, 0.0421, 0.0409, 0.0134
Si, 0.0249, 0.0226, 0.0006
Si, -0.0514, -0.0307, -0.0262
Si, 0.0379, -0.0007, -0.0117
Si, -0.0183, -0.025, -0.006
Si, -0.0021, -0.0326, -0.0218
Si, 0.0112, -0.0224, 0.003
Si, 0.0172, -0.0148, -0.0114
Si, 0.0204, 0.0457, -0.0217
Si, 0.0029, 0.0022, -0.0067
Si, -0.0501, 0.0898, -0.0433
Si, -0.0379, 0.0491, -0.0104
Si, 0.0302, -0.0456, -0.0287
Si, -0.0805, 0.05, -0.0581
Si, 0.0298, -0.025, -0.0032
Si, 0.0106, -0.0015, -0.0185
Si, 0.0178, -0.0074, -0.0012
Si, 0.2278, -0.0307, 0.3111
Si, -0.0034, 0.0034, -0.1231
Si, 0.0457, -0.0194, 0.3182
Si, 0.0092, 0.0644, -0.0869
Si, 0.028, -0.0243, -0.1563
Si, 0.0252, -0.141, 0.3758
Si, -0.0135, -0.0043, -0.0802
Si, -0.1139, 0.0116, 0.2021
Si, -0.0185, -0.0267, -0.1656
Si, -0.0473, -0.0165, 0.1109
Si, 0.0085, -0.0163, -0.1976
Si, -0.0234, -0.0574, 0.1205
Si, 0.0361, 0.0047, 0.0867
Si, -0.0233, 0.0271, -0.1989
Si, 0.0076, 0.015, 0.1231
Si, -0.0562, -0.0091, -0.1058
Si, 0.0111, -0.1035, -0.1404
Si, -0.0037, 0.0278, -0.1806
Si, 0.0709, 0.0288, -0.0446
Si, 0.0989, -0.0313, -0.1545
Si, -0.0149, -0.0644, -0.0345
Si, 0.0141, 0.0317, -0.258
Si, -0.0374, 0.0556, -0.2505
Si, 0.0093, 0.0519, -0.1946
Si, -0.0966, 0.1286, 0.2306
Si, -0.1058, -0.0075, 0.2339
Si, -0.0564, 0.0198, 0.1132
Si, -0.2023, -0.0321, 0.2918
Si, 0.0534, 0.0421, 0.1883
P, 0.8381, -1.0166, 0.7307
Si, 0.0762, 0.1357, 0.3224
Si, -0.5584, 0.436, 0.479
O, 0.019, -0.0343, -0.225
O, 0.0185, -0.0554, -0.1611
O, -0.3672, 0.4513, -0.7561
O, -0.1049, 0.0093, -0.3125
O, 0.0159, 0.0763, -0.2798
O, -0.0358, 0.0536, -0.2581
O, 0.0885, -0.085, -0.183
O, 0.0882, -0.0446, -0.2632
O, 0.0603, -0.0372, 0.2586
O, 0.0297, -0.0668, 0.2452
O, 0.0428, -0.0757, 0.2423
O, -0.0542, 0.0478, 0.2542
O, -0.0133, 0.0697, 0.2348
O, 0.0599, -0.0273, 0.2497
O, -0.0815, 0.0211, 0.247
O, -0.0536, 0.055, 0.242
Si, 0.0351, -0.0305, 0.3364
Si, 0.0276, 0.0859, 0.3154
Si, 0, 0.0085, 0.1877
Si, -0.0225, -0.0258, 0.3858
Si, -0.0599, 0.0339, -0.2123
Si, -0.0485, -0.0112, 0.3767
Si, -0.0196, 0.0119, 0.1882
Si, -0.0217, 0.0066, 0.0809
Si, 0.036, 0.0378, 0.349
Si, -0.0114, 0.0371, -0.235
Si, -0.0834, 0.0223, 0.2273
Si, 0.1771, -0.14, 0.2409
Si, 0.0115, -0.0001, -0.0528
Si, -0.0027, 0.0182, -0.222
Si, 0.0123, 0.0242, 0.1508
Si, -0.033, 0.0296, -0.2313
Si, 0.0668, -0.0692, 0.3236
Si, 0.0547, -0.0421, -0.1945
Si, 0.0324, -0.0039, -0.2256
Si, -0.0119, -0.0223, 0.3213
Si, 0.042, -0.0016, 0.2559
Si, -0.006, 0.0079, -0.0586
Si, 0.0003, -0.0003, -0.0596
Si, -0.0595, 0.0348, 0.2278
Si, 0.0148, -0.0127, 0.051
Si, -0.0041, -0.0012, -0.0587
Si, -0.0017, 0.0198, 0.0747
Si, -0.0096, -0.0065, 0.07
Si, -0.1143, 0.064, 0.3477
Si, -0.0011, -0.0185, 0.2563
Si, -0.0469, 0.1113, 0.4022
Si, 0.0355, -0.0147, -0.2036
Si, 0.0232, -0.0016, 0.2153
Si, 0.0316, -0.029, -0.2002
Si, 0.115, -0.031, 0.3326
Si, 0.0069, -0.0219, 0.0552
Si, -0.0393, 0.0927, 0.5107
O, -0.0003, 0.0019, 0.0066
O, 0.0204, -0.029, -0.0588
O, 0.0155, 0.0366, 0.0699
O, -0.0052, 0.045, -0.0864
O, -0.1043, 0.0825, -0.1843
O, 0.0324, -0.0126, -0.1325
O, -0.0542, -0.1545, -0.2568
O, 0.0111, -0.036, -0.0945
O, 0.1599, 0.0596, -0.3078
O, 0.0107, 0.0316, 0.0707
O, -0.0612, 0.1193, -0.2315
O, 0.0296, 0.0115, 0.0586
O, -0.0186, -0.029, 0.0683
O, -0.0112, -0.0335, -0.0779
O, -0.019, 0.0006, 0.0622
O, 0.0915, 0.1166, -0.2595
O, 0.0037, 0.0037, -0.0302
O, 0.0005, 0.0007, -0.0159
O, -0.0101, -0.102, -0.1577
O, 0.0005, -0.0041, -0.083
O, 0.028, 0.0163, -0.0988
O, 0.0069, -0.033, -0.0749
O, -0.0422, 0.0143, -0.0693
O, 0.0093, 0.0004, 0.0647
O, 0.0051, -0.0008, -0.015
O, 0.0086, -0.0094, 0.0684
O, -0.0254, -0.0314, -0.1047
O, 0.0006, 0.004, -0.0042
O, -0.0956, -0.0022, -0.2007
O, 0.0019, 0.0374, -0.064
O, -0.0781, 0.0037, -0.2427
O, 0.1171, -0.0009, -0.2542
O, 0.0016, 0.0001, 0.0493
O, -0.0014, 0.0102, 0.0619
O, -0.0099, 0.0267, -0.1012
O, -0.0404, -0.0255, -0.1129
O, 0.0261, -0.0455, -0.1676
O, -0.0295, -0.0362, -0.1039
O, -0.0001, 0.0001, 0.0002
O, 0.0093, -0.0083, -0.0554
O, 0.0358, -0.0197, -0.1392
O, -0.0657, 0.0335, -0.1375
O, -0.0247, -0.0185, -0.055
O, 0.06, 0.0314, -0.2005
O, -0.0766, -0.0138, -0.1897
O, 0.0273, 0.0218, 0.0692
O, -0.0277, -0.0277, -0.0566
O, -0.0397, -0.0807, -0.1918
O, -0.0019, 0.0031, 0.0116
O, -0.0301, -0.0123, 0.0677
O, 0.0307, 0.0289, -0.0764
O, 0.0027, -0.0007, -0.0036
O, 0.0044, -0.0015, 0.057
O, -0.0098, 0.0087, -0.0992
O, 0.0175, 0.0361, -0.0625
O, -0.0015, -0.0128, -0.0484
O, 0.0011, 0.0143, -0.07
O, 0.0121, 0.0002, 0.0565
O, 0.0424, 0.0114, -0.1714
O, -0.0083, 0.0248, -0.0612
O, 0, 0.0018, -0.0003
O, -0.0017, -0.0154, 0.0641
O, 0.0702, -0.0527, -0.2483
O, -0.0252, -0.025, 0.069
O, -0.0143, -0.026, 0.0626
O, -0.0004, -0.0035, -0.0097

The program warned: the cutoff lies below the one the program advises for these potential files; the exchange-correlation potential is rough where the density is thin.
